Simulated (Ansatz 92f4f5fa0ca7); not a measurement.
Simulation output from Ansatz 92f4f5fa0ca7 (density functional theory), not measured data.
Periodic cell of 224 atoms, Si133O89H1N1, from a study of silicon, its oxide and their interface. The atomic structure is a simulated model.
Doubt: the cutoff is far below the 930 eV that the study's wrapper takes by default for these files, so forces and energies are approximate.
This geometry differs little from another in the collection (a relaxation step or a small displacement).

Settings
functional: PBE
potential files: Ansatz PAW
basis: plane waves
wave-function cutoff: 580 eV
density cutoff ratio: 5
exchange-correlation grid ratio: 1
k mesh: 1 x 1 x 1, Gamma-centred
self-consistency stop: 5e-08 eV per atom in the density residual
occupations: fixed
spin: none
net charge: 0

Cell vectors (angstrom)
a	10.938	0	0
b	0	10.938	0
c	0	0	32.3498

Atoms and the computed forces on them: element, x, y, z (angstrom), force x, y, z (eV/angstrom)
Si	0.3432	-0.3021	24.754	-0.0129	0.0252	0.0358
Si	5.2878	0.2917	25.0633	-0.0016	-0.015	0.0011
Si	3.0796	2.4731	25.0282	-0.029	0.0155	0.1397
Si	7.9416	2.9224	25.0158	0.0158	0.0066	0.0668
Si	-0.2047	5.656	24.7799	0.0103	-0.0026	0.019
Si	5.7542	5.1608	24.9036	0.0002	0.0247	0.0284
Si	2.6213	8.397	24.6533	0.0042	-0.0229	0.009
Si	8.4929	7.8949	24.8279	-0.0219	0.0233	0.0216
Si	1.4092	1.2867	26.1764	-0.0072	0.021	-0.0009
Si	6.8314	1.4032	26.394	-0.0003	0.0128	0.0074
Si	4.1823	4.0847	26.297	-0.0082	-0.0184	0.0088
Si	9.6024	4.1093	26.1824	0.0114	-0.0269	0.0048
Si	1.4167	6.8408	26.0587	0.0193	-0.0175	0.0066
Si	6.8976	6.789	26.1774	-0.0159	0.0153	0.0045
Si	4.0996	9.5301	26.1548	0.0241	-0.0143	0.0049
Si	9.6525	9.5238	26.1111	-0.0183	0.01	0.0056
Si	2.7578	-0.0489	27.5773	-0.0207	0.0007	0.0055
Si	8.2648	-0.0518	27.5514	0.0097	-0.0091	-0.0132
Si	0.0266	2.7014	27.5276	-0.0005	-0.002	-0.0146
Si	5.4737	2.7464	27.6958	0.0028	0.0045	-0.0248
Si	2.7353	5.4802	27.5296	-0.0113	0.0145	-0.0074
Si	8.2337	5.4451	27.5856	0.0029	0.0066	0.0071
Si	0.0493	8.1714	27.532	-0.0006	0.0029	0.0023
Si	5.4932	8.1747	27.5245	-0.0023	0.0006	-0.0117
Si	4.1018	1.3673	28.9315	-0.2613	-0.2995	0.445
Si	9.5708	1.3673	28.9315	0.163	-0.0978	-0.1443
Si	1.3673	4.1018	28.9315	0.0305	-0.0253	-0.3118
Si	6.8362	4.1018	28.9315	0.3446	0.2832	0.6789
Si	4.1018	6.8362	28.9315	0.0134	0.0177	-0.2228
Si	9.5708	6.8362	28.9315	0.2142	0.0278	-0.0304
Si	1.3673	9.5708	28.9315	0.0109	-0.1802	0.0894
Si	6.8362	9.5708	28.9315	0.1097	-0.166	-0.2467
Si	0	0	30.2988	0.0141	0.0151	-0.0191
Si	5.469	0	30.2988	-0.0437	0.0679	-0.0099
Si	2.7345	2.7345	30.2988	-0.0192	-0.0581	0.0058
Si	8.2035	2.7345	30.2988	-0.0496	0.0825	0.0024
Si	0	5.469	30.2988	-0.0624	0.0322	-0.0122
Si	5.469	5.469	30.2988	0.0682	0.02	0.0046
Si	2.7345	8.2035	30.2988	-0.0345	0.0556	-0.0165
Si	8.2035	8.2035	30.2988	-0.0036	0.0094	-0.0157
Si	1.3673	1.3673	31.666	-0.0236	-0.003	-0.0001
Si	6.8362	1.3673	31.666	0.0427	-0.0654	-0.0165
Si	4.1018	4.1018	31.666	0.0228	0.0041	-0.0201
Si	9.5708	4.1018	31.666	0.0372	-0.0479	-0.0146
Si	1.3673	6.8362	31.666	0.0925	-0.0296	-0.0274
Si	6.8362	6.8362	31.666	-0.0194	-0.0085	-0.0083
Si	4.1018	9.5708	31.666	0.0022	-0.0481	-0.0226
Si	9.5708	9.5708	31.666	-0.0128	0.0231	-0.0158
Si	2.7345	0	0.6835	0.0605	-0.0055	-0.015
Si	8.2035	0	0.6835	-0.0519	0.0476	0.0069
Si	0	2.7345	0.6835	-0.0224	0.0241	0.0496
Si	5.469	2.7345	0.6835	-0.0438	0.0431	0.0402
Si	2.7345	5.469	0.6835	-0.0925	0.0366	0
Si	8.2035	5.469	0.6835	0.0088	-0.013	-0.019
Si	0	8.2035	0.6835	-0.0223	0.0041	0.0313
Si	5.469	8.2035	0.6835	0.0285	0.0223	0.0439
Si	4.1018	1.3673	2.0507	-0.1148	-0.1447	0.0177
Si	9.5708	1.3673	2.0507	-0.0113	-0.1411	-0.0156
Si	1.3673	4.1018	2.0507	0.1503	0.0409	-0.0104
Si	6.8362	4.1018	2.0507	0.0604	0.0609	0.0238
Si	4.1018	6.8362	2.0507	-0.0233	-0.0585	0.014
Si	9.5708	6.8362	2.0507	-0.124	-0.0966	0.0065
Si	1.3673	9.5708	2.0507	0.0708	0.078	0.0039
Si	6.8362	9.5708	2.0507	0.0925	0.0362	0.0109
Si	0	0	3.418	-0.0306	0.3235	-0.3828
Si	5.469	0	3.418	0.0722	0.1883	-0.005
Si	2.7345	2.7345	3.418	-0.2562	0.1201	-0.135
Si	8.2035	2.7345	3.418	-0.1096	0.1064	0.3825
Si	0	5.469	3.418	-0.191	-0.2022	0.1414
Si	5.469	5.469	3.418	0.0078	-0.0779	0.1438
Si	2.7345	8.2035	3.418	0.0564	0.0327	0.0079
Si	8.2035	8.2035	3.418	-0.0503	-0.0513	-0.3004
Si	1.2204	1.4995	4.7697	0.0137	-0.0003	0.0071
Si	6.8001	1.3905	4.8272	0.0011	0.0041	-0.0107
Si	4.135	4.0292	4.7918	0.0051	-0.0117	-0.0102
Si	9.5414	4.1117	4.8545	-0.0172	0.0055	-0.0007
Si	1.3685	6.8204	4.7646	-0.0101	-0.001	-0.01
Si	6.7972	6.8946	4.7839	-0.011	0.0126	-0.0082
Si	4.0783	9.6194	4.7724	-0.0068	-0.0007	-0.0059
Si	9.6054	9.5513	4.7184	0.0165	-0.0281	-0.011
Si	2.6722	0.1475	5.9651	0.0059	0.0021	-0.0025
Si	8.1873	-0.0734	6.0335	-0.0237	0.0164	0.0229
Si	-0.1746	2.7206	6.3842	-0.0003	0.018	-0.0079
Si	5.438	2.6885	6.3361	0.0102	-0.0154	-0.0005
Si	2.6743	5.3609	6.0602	-0.0221	0.0137	0.0069
Si	8.1665	5.533	6.1601	0.0189	-0.0208	0.0011
Si	0.0428	8.2268	6.1099	0.0285	0.0398	0.026
Si	5.3983	8.2559	6.1838	0.0231	0.0153	0.0216
Si	3.6769	1.5551	7.5631	0.0127	0.0014	-0.0304
Si	9.6197	0.8955	7.6125	-0.0074	-0.0031	-0.0281
Si	1.5317	3.9066	7.5566	-0.0067	0.0123	-0.0033
Si	6.5357	4.4532	7.4916	0.0161	-0.0066	-0.0414
Si	4.1982	6.5868	7.3135	0.0102	0.0133	-0.0292
Si	9.3737	7.1531	7.418	0.0112	-0.0071	-0.0185
Si	1.1999	9.9097	7.2977	-0.0324	-0.0947	-0.0917
Si	7.0814	9.365	7.4449	-0.0531	-0.0351	-0.0633
O	9.6002	6.7738	24.2912	0.0186	0.0009	-0.0244
O	4.1769	1.3688	24.4575	0.0481	-0.0418	-0.0368
O	8.1987	8.218	7.8853	-0.001	0.0095	0.0173
O	2.6518	2.7778	8.0297	-0.0054	-0.0009	0.0123
O	6.8606	4.0261	24.4098	-0.0044	-0.0055	-0.0276
O	1.4723	9.5297	24.2102	0.0085	-0.0257	-0.0236
O	5.3681	5.5576	7.8425	-0.0075	0.0038	0.0195
O	0.0074	-0.0401	7.8399	-0.0151	0.0314	0.023
O	7.0976	4.0504	8.9774	0.0112	-0.0035	0.0364
O	6.712	10.2138	8.8303	0.0195	0.0305	0.0386
O	10.1932	6.7036	8.7767	0.0117	-0.0124	0.0107
O	2.0819	9.5779	8.6361	0.0333	0.0131	0.0472
O	3.9044	0.6354	8.938	-0.009	-0.0293	0.0262
O	1.057	4.7131	8.9289	-0.007	0.0095	0.007
O	8.8769	0.7897	9.113	-0.0154	-0.0053	0.0246
O	3.3848	7.1356	8.616	-0.0094	0.0162	0.0427
O	7.7655	8.5216	23.4837	-0.0231	0.02	-0.0268
O	8.5463	2.0457	23.7821	0.0085	-0.0097	-0.045
O	5.0811	5.7658	23.5365	-0.0125	0.0107	-0.0261
O	2.4872	3.2907	23.7558	-0.0062	-0.0083	-0.0643
O	10.6225	0.4101	23.4127	-0.0077	0.0097	-0.0145
O	0.4203	4.9406	23.4173	-0.0038	-0.001	-0.0049
O	3.3742	7.7799	23.2838	0.0194	-0.0108	-0.024
O	6.1772	10.6618	23.8241	0.0122	-0.0212	-0.0313
Si	9.5579	2.5308	19.9502	0.007	-0.0097	0.0005
Si	5.6097	6.6899	19.651	-0.0096	0.0088	0.0051
Si	7.9668	3.4477	14.5595	-0.0007	-0.001	-0.0048
Si	13.346	3.2363	13.3637	-0.0013	0.0071	0.0008
Si	4.699	1.4467	13.5905	0.002	0.0026	0.0016
Si	5.0176	7.2271	14.3152	-0.0027	-0.0012	-0.0019
Si	4.0064	5.4795	12.2668	-0.002	0.0062	0.0052
Si	4.0084	6.442	22.5171	-0.0165	0.0033	0
Si	9.6262	10.706	14.3934	-0.0047	0.0056	-0.0053
Si	6.8155	5.5641	12.6216	0.0064	0.0017	0.0017
Si	7.3517	1.9278	12.1848	0.0063	-0.0031	-0.0071
Si	3.3155	13.5052	17.8528	-0.0016	0.001	-0.0028
Si	7.9973	4.3745	10.2859	0.0079	-0.0108	-0.0024
Si	9.239	7.8582	14.6904	0.0011	-0.0032	-0.006
Si	7.5468	0.4982	18.4886	-0.0027	-0.0004	-0.0038
Si	9.7846	5.183	16.2527	-0.0008	0.0018	-0.0043
Si	7.6896	9.6625	16.3157	-0.009	0.0061	0.0013
Si	2.2196	11.3368	12.4335	-0.005	-0.0045	-0.0046
Si	8.005	15.8468	18.804	-0.0045	0.0041	-0.0026
Si	12.4868	13.4489	20.0919	0.0004	0.008	-0.011
Si	-1.6494	1.0696	22.7285	-0.0079	-0.0333	0.0038
Si	4.936	10.0442	15.4098	-0.0026	0.0018	0.0003
Si	2.8448	10.9161	19.2307	0.0073	-0.005	-0.0058
Si	5.5611	9.6581	20.1127	0.007	-0.0139	0.0126
Si	10.7531	5.4652	9.681	0.006	0.0071	-0.002
Si	7.097	9.8374	22.7865	-0.0034	0.004	0.0122
Si	6.279	13.8274	17.041	-0.0004	0	-0.0054
Si	-3.1208	-0.194	9.9335	-0.0114	0.0074	0.0014
Si	1.7666	4.2927	16.1055	0.0015	-0.0035	-0.0013
Si	-1.7125	9.1441	12.0101	0.0018	-0.0011	-0.0054
Si	1.026	8.898	14.267	0.0049	-0.009	-0.0014
Si	3.4712	7.6403	10.1515	0.003	0.0081	-0.0112
Si	1.745	4.2738	22.7176	0.0039	0.0671	-0.0023
Si	2.5874	9.1229	16.9482	0.0042	-0.0059	-0.0012
Si	14.0027	10.3651	9.6822	0.0161	-0.0033	0.0014
Si	4.0288	6.4145	17.0776	0.0027	0.0006	0.0042
Si	11.6734	-3.4763	11.7065	0.008	-0.0103	-0.0079
O	5.1058	6.6804	15.86	-0.0002	0	-0.0006
O	3.7427	2.6564	14.1228	0	-0.0002	-0.0005
O	6.6449	3.2244	15.4863	0	0.0015	0.0012
O	3.977	10.0858	20.0758	-0.0065	0.0054	0.0015
O	4.2196	6.451	10.9694	-0.0005	-0.0091	0.001
O	1.3448	3.3261	21.4723	-0.0256	-0.0291	-0.0425
O	4.0872	9.172	10.2134	-0.0075	-0.0095	-0.007
O	-3.3839	-5.2231	11.1535	-0.0043	0.0036	0.002
O	10.642	-2.2741	11.389	-0.0037	0.0009	-0.0008
O	9.2373	3.7791	15.5466	0.0009	0.0002	0.003
O	5.4373	4.7152	12.3918	-0.0003	-0.0029	-0.0054
O	3.5585	10.2083	16.2258	0.0017	-0.0032	0.0002
O	6.3576	6.9203	13.4212	-0.0039	0.0037	0.0013
N	10.3551	9.1767	14.7629	0.0034	0.0003	-0.0025
O	6.0793	9.6483	16.4813	-0.001	-0.0016	0.0005
O	9.7801	6.381	15.1269	-0.0026	0.0032	0.001
O	13.7678	4.3419	12.2062	-0.0028	-0.0075	-0.003
O	6.7417	1.3726	17.3733	-0.0026	0.0041	0.0014
O	1.7273	8.5524	15.6937	-0.0043	0.0017	-0.0013
O	1.9615	9.8927	18.267	-0.0043	-0.0017	0.0041
O	14.2595	7.8062	17.5355	-0.0055	0.0061	-0.0041
O	4.6972	14.0833	17.2555	0.0024	0.0008	0.0018
O	8.6701	12.3717	19.1608	-0.0048	-0.0015	0.0001
O	5.8362	2.118	12.6895	-0.008	-0.0013	-0.0018
O	8.2472	2.1317	13.5891	0.0001	0.0077	0.0002
O	2.7521	5.4479	22.2176	0.004	0.0052	0.0103
O	8.9033	14.9689	19.8595	-0.0051	0.0067	0.0058
O	2.0817	10.9548	10.8565	-0.0161	0.0096	0.015
O	-3.1421	4.7591	13.628	-0.0022	-0.0059	0.0029
O	10.6294	11.8724	14.9043	-0.0141	0.0426	0.0037
O	7.8697	3.1228	11.2666	-0.0015	-0.0051	-0.0061
O	8.7368	7.9746	13.0972	0.0028	0.002	0.0047
O	2.7511	14.1849	19.2454	0.0057	-0.0002	0.0001
O	12.4868	4.0408	14.4958	-0.0016	0.001	0.0018
O	8.2848	10.8148	22.2334	-0.0045	0.0035	0.0067
O	12.9557	7.7866	10.8118	-0.0115	-0.0021	-0.0011
O	12.5771	1.9312	12.7063	0.0002	0.0044	-0.006
O	8.1706	10.7043	15.1484	0.0012	-0.0068	0.006
O	4.7808	16.8721	18.4484	-0.0038	0.0004	-0.0065
O	8.2817	10.1618	17.7547	0.0016	-0.0024	0.0009
O	5.3237	11.4912	14.7865	-0.0006	-0.0022	0.0013
O	3.8258	0.4194	12.6863	0.0002	0.0017	-0.0016
O	7.0048	14.8255	18.0666	-0.0005	-0.0024	0.0018
O	-1.5711	10.6106	12.7598	0.0009	-0.0019	0.004
O	9.7006	2.0106	21.4821	0.0098	0.0182	-0.0203
O	5.7932	8.2742	19.278	-0.0011	0.0004	0.0025
O	2.9367	5.3463	16.524	-0.0009	0.0006	0.0027
O	-2.6033	-1.5655	10.6701	0.0048	-0.0114	0.0023
O	6.4622	21.8296	19.5627	0.0027	0.0054	-0.0012
O	12.0239	7.5447	13.3106	-0.0046	0.0114	0.009
O	6.0853	9.3485	21.6215	0.0034	0.0076	0.0033
O	2.1444	2.8333	16.7442	-0.0056	0.0045	-0.0006
O	7.1099	16.9312	19.6567	0.0059	-0.0051	0.0031
O	7.2477	11.5785	11.2077	-0.0022	0.0154	0.0015
O	8.9383	16.5071	17.6105	0.0013	0	0.0004
O	1.9296	0.8993	20.2441	0.0026	-0.0074	0.0093
O	3.7755	-4.4908	13.5771	0.0027	0.0024	0.003
O	8.0932	8.1628	15.8234	0.0018	0.0001	0.0003
O	0.194	6.0032	11.1848	0.0036	0.0159	0.0105
O	4.7992	8.846	14.2962	0.0001	-0.0003	-0.0002
O	11.0557	13.5268	19.3033	-0.0094	0.0009	-0.0089
O	4.7968	6.6446	21.0888	0.0114	-0.0035	-0.0097
O	1.5887	10.1997	13.4318	-0.0052	-0.0076	0.0014
O	11.314	4.8861	16.7017	-0.0004	-0.0011	0.0009
O	3.5951	1.0125	18.2141	-0.0004	0.0016	0.0034
O	9.5495	4.3935	9.8199	-0.0172	-0.0037	-0.0063
H	10.3333	12.7966	14.9053	0.0165	-0.0458	-0.0063

Results
free energy: -135567.204 eV
free energy less fixed offsets of H -15.97, N -385.13, O -568.88, Si -635.61 eV per atom: 0.346 eV

The program warned: the cutoff lies below the one the program advises for these potential files; the forces do not sum to zero within the program's tolerance; the exchange-correlation potential is rough where the density is thin.
